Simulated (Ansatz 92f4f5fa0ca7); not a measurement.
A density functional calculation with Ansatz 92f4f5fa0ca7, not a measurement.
Periodic cell of 198 atoms, Si117O81, from a study of silicon, its oxide and their interface. The atomic structure is a simulated model.

Settings: functional r2SCAN; potential files Ansatz norm-conserving; basis plane waves; wave-function cutoff 1300 eV; density cutoff ratio 4; exchange-correlation grid ratio 1; k mesh 2 x 2 x 1, shifted by 0.5 0.5 0.5 of a step; self-consistency stop 5e-08 eV per atom in the density residual; occupations Fermi-Dirac, 0.05 eV; spin none; net charge 0.

Cell vectors (angstrom)
a  11.5403  0  0
b  0  11.5403  0
c  0.711  -1.3388  26.6344

Atoms: element, x, y, z (angstrom)
Si  8.6027  9.9573  -1.0091
Si  7.0048  5.5075  -0.0605
Si  6.5425  8.5488  2.9185
Si  1.9336  11.8834  1.4191
Si  0.8989  5.1061  1.4287
Si  0.9451  7.5127  0.7271
Si  2.9152  10.7798  -0.9537
Si  4.2466  4.7798  0.2765
Si  4.1283  8.5918  2.9989
Si  -0.8185  12.5032  2.5851
Si  -1.0447  4.7202  2.8149
Si  -0.9513  8.3061  2.0549
Si  3.662  12.3898  2.8398
Si  3.0902  4.797  2.4479
Si  2.6343  9.0234  1.3081
Si  8.0506  12.4425  0.9096
Si  8.0136  4.7411  2.8321
Si  8.5184  8.1557  0.5248
Si  -0.6628  2.7795  4.0539
Si  -0.687  6.7505  3.8982
Si  -0.679  10.3302  3.6564
Si  3.2868  2.862  3.8988
Si  3.3648  6.6249  3.9526
Si  3.3786  10.4956  4.1879
Si  7.2089  2.781  4.0038
Si  7.187  6.6152  4.0997
Si  7.0951  10.4708  4.1639
Si  9.0446  2.7279  5.4611
Si  9.0885  6.7563  5.4413
Si  9.1234  10.4418  5.3761
Si  1.3318  2.7713  5.2696
Si  1.3172  6.7203  5.2152
Si  1.2382  10.4442  5.2687
Si  5.213  2.8607  5.3055
Si  5.2284  6.55  5.3813
Si  5.2444  10.5141  5.5986
Si  9.0767  12.3551  6.8206
Si  9.174  4.7371  6.6655
Si  9.0588  8.6088  6.8775
Si  1.2674  12.4003  6.7031
Si  1.2867  4.7511  6.5536
Si  1.2994  8.5629  6.7244
Si  5.2184  12.5043  6.7989
Si  5.1436  4.6834  6.7149
Si  5.2216  8.4999  6.7572
Si  -0.5851  12.4473  8.2666
Si  -0.469  4.7152  8.1088
Si  -0.5529  8.5429  8.2584
Si  3.2279  12.4643  8.0579
Si  3.1442  4.6978  7.9571
Si  3.2691  8.5674  8.0553
Si  7.1333  12.3424  8.1942
Si  7.1741  4.7093  7.8148
Si  7.0817  8.5827  8.1903
Si  -0.4878  2.8935  9.6445
Si  -0.5085  6.5514  9.621
Si  -0.6119  10.4892  9.634
Si  3.1731  2.8542  9.4491
Si  3.2613  6.5925  9.3307
Si  3.2079  10.5284  9.3902
Si  7.1449  2.8937  9.2373
Si  7.1986  6.5114  9.2615
Si  7.0121  10.446  9.6806
Si  8.937  3.5709  10.5414
Si  7.9488  6.7543  12.766
Si  8.9567  10.3294  11.0486
Si  1.4874  2.8807  11.1481
Si  1.5378  6.5699  10.9145
Si  1.3868  10.5629  10.8615
Si  5.5351  6.5813  12.526
Si  5.2509  5.8743  10.341
Si  4.9599  10.5704  10.9341
Si  11.3066  0.074  14.4151
Si  8.8589  8.9163  13.1431
Si  13.035  8.5888  12.0886
Si  1.9418  12.391  12.3277
Si  2.1296  4.8221  12.469
Si  -0.31  8.658  13.5972
Si  5.2184  3.4842  10.4228
Si  5.5976  2.9223  12.6543
Si  4.5196  8.7342  12.49
Si  8.0781  2.7315  12.5034
Si  0.3051  5.8445  14.9447
Si  8.9573  5.9744  10.7084
Si  4.4176  12.3028  12.7078
Si  4.3273  4.7901  13.6011
Si  5.8642  10.9182  14.0177
Si  7.1995  4.2963  17.0767
Si  8.6078  12.023  12.6044
Si  7.938  9.6488  15.4076
Si  6.0198  8.7604  21.9619
Si  4.8851  8.1499  19.1247
Si  13.5879  9.1746  18.7572
Si  4.0008  6.6937  22.9211
Si  11.8934  11.4559  19.1768
Si  10.4541  5.9795  21.8323
Si  4.6602  5.1505  15.9924
Si  12.4759  4.9259  23.4158
Si  3.4043  4.2396  21.5872
Si  12.4835  6.6968  17.7644
Si  9.9297  11.625  16.9841
Si  2.1511  6.9393  25.1304
Si  2.3663  2.9983  25.4056
Si  5.5649  11.12  23.8029
Si  12.0109  12.0226  22.035
Si  7.4821  10.9882  29.4086
Si  12.8874  7.9898  21.64
Si  11.0469  9.7296  23.4066
Si  -0.3627  2.4709  20.186
Si  8.9558  2.6803  18.4315
Si  3.2299  12.9774  22.9409
Si  9.1111  4.537  14.7117
Si  3.4469  5.4428  18.8414
Si  6.6394  7.2379  16.9158
Si  7.0483  1.5532  25.7891
Si  8.6929  8.2035  22.8564
Si  10.5444  4.9955  19.1871
O  5.9074  10.9723  28.8442
O  7.3649  4.7449  1.3263
O  7.1846  8.6244  1.3908
O  0.5889  12.7171  1.7535
O  5.4129  5.9366  0.0863
O  -1.9697  12.7521  1.4253
O  2.2659  12.0474  -0.1682
O  12.5831  0.8295  13.7474
O  -0.2037  7.3235  14.5338
O  9.159  3.3589  13.6053
O  1.1726  5.1286  13.7936
O  9.9261  11.9187  13.6092
O  14.4674  8.762  12.9908
O  -0.9517  4.8852  15.2295
O  0.0629  10.0119  14.4664
O  5.3546  9.3707  13.7699
O  7.731  3.0043  25.3857
O  7.446  13.6737  0.0458
O  12.033  13.0845  19.1321
O  4.5223  6.5721  19.3143
O  1.6611  2.6299  26.8166
O  3.6936  2.7374  22.0935
O  10.0102  10.4982  -1.7205
O  1.6105  10.2897  1.7354
O  12.8479  3.9378  24.6267
O  3.5852  9.7267  0.1052
O  4.9631  3.31  -0.0305
O  9.434  6.7767  22.7766
O  2.3991  8.5779  24.9961
O  12.6926  8.3093  17.6959
O  8.3867  5.8558  14.1023
O  4.4764  5.3233  22.175
O  1.1638  6.0246  16.3107
O  11.7273  6.8829  21.359
O  10.6014  10.9859  18.3212
O  6.1457  8.2133  18.1198
O  6.6084  10.6292  15.4743
O  6.2459  10.2201  22.6394
O  -0.0933  1.9865  21.7157
O  7.2123  11.3446  13.1687
O  0.9666  6.4309  24.0938
O  2.0809  12.138  22.1667
O  1.9833  6.1168  18.8594
O  9.0249  10.4733  16.3141
O  14.3056  7.3786  22.1127
O  9.6703  5.5001  20.477
O  9.8054  4.0486  18.0923
O  8.2608  3.9282  15.928
O  11.0309  6.2989  18.3667
O  10.9987  4.7558  22.7696
O  9.5572  2.2635  19.9012
O  11.0928  12.1128  15.9479
O  1.9646  4.6795  22.1875
O  5.2763  8.8526  20.5299
O  5.358  6.661  16.0588
O  9.096  1.4206  17.4243
O  5.7617  4.0049  16.3989
O  6.6391  12.0707  24.5785
O  11.3271  11.346  23.3507
O  3.6294  8.9591  18.4859
O  12.3505  9.0402  22.7442
O  3.6583  4.992  17.2925
O  7.6529  8.1569  16.0508
O  13.198  8.7435  20.2555
O  4.0731  11.4016  -1.8803
O  2.6917  1.7493  24.4401
O  13.228  10.7499  18.5852
O  7.5017  9.7251  -2.2226
O  9.7279  9.4074  22.493
O  8.0534  6.7383  -0.2642
O  7.3442  5.874  17.5158
O  0.1199  3.9978  19.8819
O  4.539  12.0703  23.0264
O  3.7942  3.7152  25.7914
O  5.2109  7.7594  22.9486
O  3.5349  6.3254  24.4439
O  8.0581  11.1385  -0.0451
O  3.466  4.2583  19.9563
O  7.4214  3.2412  18.3255
O  11.6578  11.0823  20.745
O  7.5094  8.1682  21.7635

Results
free energy: -51373.821 eV
free energy less fixed offsets of O -463.61, Si -117.95 eV per atom: -21.261 eV
pressure: -1.58 GPa
stress xx, yy, zz, yz, xz, xy (GPa, positive in tension): 1.94, 1.6, 1.21, 0.15, -0.19, 0.68

Forces (eV/angstrom), in the order of the atoms: element, x, y, z
Si  -0.0125  0.5494  -0.4879
Si  -0.1832  -0.389  -0.2314
Si  0.1381  0.2212  -0.3735
Si  -0.3426  0.3313  -0.3019
Si  -0.1001  -0.4555  -0.3807
Si  -0.1695  -0.1838  0.0094
Si  0.1528  0.0463  -0.3497
Si  0.2681  -0.2017  0.0462
Si  -0.2738  0.1263  -0.2451
Si  0.4222  0.1966  -0.5085
Si  0.025  0.1272  -0.0013
Si  0.0424  -0.0939  0.3576
Si  0.2049  -0.1761  -0.1875
Si  -0.0739  -0.0415  -0.0729
Si  0.7401  0.6076  0.0655
Si  0.3061  0.0786  -0.373
Si  -0.4344  -0.1928  -0.3661
Si  -0.4582  -0.2017  0.1016
Si  -0.0508  -0.2493  -0.0664
Si  0.0374  0.0788  0.081
Si  -0.2642  0.1501  0.179
Si  -0.0405  0.2552  0.2246
Si  -0.1278  0.0077  0.2201
Si  0.2147  -0.1201  0.6957
Si  0.0473  0.1806  0.0296
Si  0.1932  -0.1497  -0.2134
Si  -0.1132  -0.0271  0.2254
Si  0.0781  -0.0835  0.1936
Si  0.1522  0.1118  0.2006
Si  0.1246  -0.0396  -0.2579
Si  -0.0313  -0.0677  0.1173
Si  0.0702  0.0634  -0.0266
Si  0.0674  0.0026  -0.2203
Si  0.0022  -0.0691  -0.096
Si  -0.3018  -0.1299  0.1246
Si  -0.2509  0.166  -0.1335
Si  -0.0219  0.0711  0.0973
Si  -0.1702  -0.0957  0.0116
Si  -0.003  0.0218  0.0489
Si  0.0282  0.0615  -0.0247
Si  0.1307  -0.0536  -0.1591
Si  -0.0251  -0.0545  -0.0125
Si  0.0827  -0.0613  0.0347
Si  0.1026  0.0678  0.0109
Si  0.0085  0.0426  0.1503
Si  0.0158  -0.0664  -0.103
Si  -0.1379  0.0761  0.0654
Si  0.0813  -0.0134  0.0172
Si  -0.077  -0.028  0.0457
Si  0.004  0.0462  0.0947
Si  -0.0688  0.0056  -0.0106
Si  -0.0232  0.0925  -0.0285
Si  -0.0198  0.0421  -0.051
Si  0.0437  -0.0609  0.0301
Si  -0.0693  -0.0986  0.1432
Si  -0.0186  0.0612  0.0104
Si  -0.1997  -0.0037  0.1471
Si  -0.0416  0.0238  -0.1118
Si  -0.0276  -0.0141  -0.0514
Si  0.121  0.0358  -0.1318
Si  0.0932  -0.0036  -0.2318
Si  -0.0255  0.0046  -0.1357
Si  -0.0356  0.0285  -0.0053
Si  0.0523  0.1444  -0.0258
Si  0.3399  -0.1963  0.388
Si  0.0193  0.0669  0.0394
Si  0.2134  -0.0656  -0.3003
Si  0.043  -0.0263  -0.2177
Si  0.004  0.0486  -0.0756
Si  -0.1523  -0.0985  -0.164
Si  -0.0449  0.0209  0.2173
Si  -0.1605  -0.0305  0.059
Si  0.0353  -0.0447  0.2762
Si  0.2969  0.0087  -0.0446
Si  0.6606  0.1463  0.332
Si  -0.2443  -0.0413  0.6182
Si  -0.6804  0.2847  0.4635
Si  -0.4702  0.0495  0.346
Si  0.0853  0.1013  -0.0444
Si  -0.2634  -0.1439  0.0277
Si  0.0625  0.3528  0.9625
Si  0.4382  0.3848  0.3412
Si  0.0883  0.1247  0.1746
Si  -0.0548  -0.1268  0.105
Si  0.2209  -0.0345  -0.1205
Si  0.3507  0.0496  -0.1714
Si  0.4243  -0.6655  0.384
Si  0.0644  -0.2037  0.4783
Si  0.2411  -0.5122  0.1925
Si  0.3577  -0.1197  0.2238
Si  0.0637  0.1371  -0.113
Si  -0.0639  0.1084  0.1391
Si  0.0365  0.1352  -0.0969
Si  0.0948  0.1167  -0.1117
Si  0.0159  0.0163  -0.1511
Si  -0.2628  -0.0735  -0.138
Si  0.0177  -0.0116  0.6857
Si  -0.1302  0.1095  -0.2781
Si  0.1334  -0.1025  -0.1966
Si  -0.1157  0.1666  0.2285
Si  0.0174  0.26  0.4255
Si  -0.0259  0.0768  -0.8774
Si  0.1833  -0.1842  -0.0976
Si  0.0661  -0.0631  -0.2341
Si  0.0208  -0.058  -0.0234
Si  -0.5473  0.0183  0.1862
Si  -0.0562  0.0043  -0.1336
Si  -0.0439  0.1503  -0.1896
Si  -0.0023  0.0059  -0.0165
Si  -0.1778  -0.0329  0.0425
Si  0.1476  -0.233  -0.3406
Si  -0.1888  -0.1871  0.0019
Si  -0.0191  0.0939  -0.0118
Si  -0.0504  -0.0991  0.369
Si  -0.1407  -0.125  -0.3302
Si  -0.0919  -0.0499  -0.4001
Si  -0.1142  0.1042  -0.0955
O  0.0607  0.1545  0.2555
O  0.1351  0.1908  -0.0967
O  0.3333  -0.3072  -0.0015
O  0.1893  -0.3225  0.0437
O  0.1878  -0.224  0.0604
O  -0.0328  -0.2228  0.2867
O  -0.0881  -0.2986  0.1081
O  0.0724  -0.0975  -0.5091
O  0.1161  -0.0885  -0.0122
O  -0.317  0.145  0.1514
O  0.2172  -0.0335  -0.1975
O  -0.2304  0.0294  -0.1637
O  -0.0258  -0.4046  -0.8239
O  -0.0694  0.0921  -0.0854
O  -0.1614  0.0363  -0.2171
O  -0.0464  0.3254  -0.3306
O  -0.0371  0.2025  0.5799
O  -0.0004  -0.0584  0.0413
O  -0.2817  -0.1887  0.312
O  -0.1255  0.0158  -0.1341
O  0.0402  0.4915  0.1648
O  -0.2215  0.111  0.1837
O  -0.3055  -0.0984  -0.0905
O  0.2633  -0.1551  -0.3777
O  0.1166  -0.1016  0.0315
O  -0.6186  -0.2459  0.1937
O  -0.0153  0.3126  0.031
O  0.1397  0.1385  -0.0353
O  0.1574  -0.2066  0.3404
O  0.1648  -0.2647  0.1846
O  -0.0968  -0.02  -0.235
O  -0.3634  0.0387  0.0771
O  -0.1755  0.0027  -0.1864
O  -0.0068  0.0242  0.1843
O  0.1307  0.2177  -0.2044
O  -0.0526  -0.2637  -0.2244
O  -0.1493  0.0698  -0.304
O  -0.1244  -0.1907  0.1605
O  0.1352  -0.2411  -0.1526
O  -0.24  0.2911  -0.0238
O  0.2617  -0.1519  0.0286
O  -0.0953  0.1525  0.2283
O  0.0132  0.0521  -0.2021
O  -0.1453  -0.2211  -0.2351
O  0.0535  -0.1162  0.0497
O  0.4458  -0.0179  0.0734
O  0.0117  -0.108  0.2676
O  0.0868  0.2143  -0.1586
O  0.3021  -0.178  -0.0399
O  0.2364  0.2433  -0.0095
O  0.3373  0.1798  -0.3066
O  -0.1355  -0.2187  -0.2677
O  -0.0117  0.0247  0.229
O  0.0207  -0.187  0.026
O  0.0077  -0.2927  0.002
O  0.209  -0.1027  -0.0278
O  0.0178  0.4602  -0.2167
O  -0.0896  0.1084  0.2606
O  0.098  -0.3021  -0.1989
O  -0.0441  -0.2209  0.1432
O  -0.1565  -0.0386  0.0675
O  0.1833  0.1873  -0.0899
O  -0.0801  0.3117  -0.1757
O  0.0016  -0.06  0.0377
O  -0.2026  0.0518  0.0502
O  -0.0322  0.2153  0.0249
O  -0.2404  -0.1975  0.1786
O  0.4896  0.053  0.0752
O  0.1223  -0.2434  0.4139
O  0.0479  0.3573  0.4449
O  -0.1835  0.0133  -0.3736
O  -0.3861  -0.058  -0.0763
O  -0.1715  0.0281  0.2027
O  -0.1812  -0.1102  0.0248
O  -0.1255  -0.0204  -0.0884
O  -0.3535  0.15  0.11
O  0.1323  -0.0717  -0.0814
O  -0.0005  0.256  0.0957
O  0.2927  0.2808  -0.4196
O  0.1052  0.3066  0.0568
O  -0.0115  0.0917  0.3593

The program warned: the forces do not sum to zero within the program's tolerance.
